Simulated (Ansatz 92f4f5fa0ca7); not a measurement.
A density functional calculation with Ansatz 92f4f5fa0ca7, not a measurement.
Periodic cell of 231 atoms, Si140O85As6, from a study of silicon, its oxide and their interface. The atomic structure is a simulated model.
Doubt: the cutoff is far below the 930 eV that the study's wrapper takes by default for these files, so forces and energies are approximate.
This geometry differs little from another in the collection (a relaxation step or a small displacement).

Settings: functional PBE; potential files Ansatz PAW; basis plane waves; wave-function cutoff 580 eV; density cutoff ratio 5; exchange-correlation grid ratio 1; k mesh 1 x 1 x 1, Gamma-centred; self-consistency stop 5e-08 eV per atom in the density residual; occupations fixed; spin none; net charge 0.

Cell vectors (angstrom)
a, 11.6015, 0, 0
b, 0, 10.938, 0
c, 0, 0, 32.9177

Atoms and the computed forces on them: element, x, y, z (angstrom), force x, y, z (eV/angstrom)
Si, 0.0534, -0.0224, 24.4424, 0.0135, -0.009, -0.0023
Si, 3.9995, -0.0421, 24.2971, -0.0101, 0.0041, 0.0121
Si, 7.9206, -0.0205, 24.4087, 0.0079, -0.002, -0.0039
As, 2.0247, 1.3391, 24.0388, -0.0001, 0.003, 0.0023
As, 5.9466, 1.3857, 23.9983, 0.0054, -0.0013, -0.0144
Si, 9.7799, 1.3947, 24.5354, -0.0143, 0.0063, -0.0076
Si, 0.2674, 5.7186, 24.0179, -0.0005, -0.004, -0.0327
Si, 4.0766, 5.4988, 24.2752, -0.0033, -0.0056, 0.0058
Si, 7.9099, 5.5575, 24.0486, 0.0198, -0.0104, -0.0127
As, 2.2115, 7.0837, 24.0352, 0.0053, 0.0078, -0.0093
Si, 5.9607, 6.9532, 24.159, -0.0168, 0.0148, -0.0101
Si, 9.8456, 6.8319, 24.4265, -0.0094, 0.0188, 0.0068
Si, 2.0106, 2.651, 26.0824, 0.0033, -0.0039, -0.004
Si, 5.9109, 2.6529, 26.0795, -0.0035, 0.0092, 0.0073
Si, 9.7645, 2.9279, 26.2244, 0.0047, 0.0054, -0.0042
Si, 0.1694, 4.1537, 25.945, -0.0052, -0.0089, 0.0119
Si, 3.9635, 4.0228, 26.1275, 0.0068, 0.0025, -0.0034
Si, 7.7587, 4.1479, 26.0235, -0.0061, -0.0039, 0.0068
Si, 2.0763, 8.1361, 26.1997, 0.002, 0.0047, 0.0022
Si, 5.9025, 8.1628, 26.2005, -0.005, 0.0075, 0.0109
Si, 9.7621, 8.1922, 26.3251, -0.003, 0.0076, 0.0027
Si, 0.1326, 9.4817, 26.2734, -0.0072, -0.0083, -0.0033
Si, 3.9771, 9.5345, 26.209, 0.003, -0.0058, -0.01
Si, 7.8084, 9.5189, 26.2713, 0.0104, -0.0085, -0.0069
Si, 0.0717, 0.0251, 28.1101, 0.0003, 0.0032, -0.0076
Si, 3.9341, 0.013, 28.0961, -0.0004, 0.0026, -0.0048
Si, 7.8018, 0.0366, 28.1164, -0.0015, 0.0059, -0.004
Si, 1.9995, 1.3793, 28.0772, 0.001, 0.0012, -0.0063
Si, 5.8667, 1.3784, 28.075, 0.0045, -0.0045, -0.0037
Si, 9.7387, 1.4102, 28.075, -0.003, -0.0062, -0.0081
Si, 0.0904, 5.4315, 28.0162, 0.0027, 0.0103, -0.0101
Si, 3.9276, 5.4095, 28.0731, 0.0018, 0.0022, -0.0085
Si, 7.7618, 5.4411, 28.0487, -0.0023, 0.0019, -0.0109
Si, 2.0104, 6.7892, 28.1114, -0.003, -0.0025, -0.0063
Si, 5.8417, 6.7946, 28.1092, 0.0056, -0.0068, -0.0143
Si, 9.7287, 6.754, 28.1506, -0.0039, -0.0066, -0.0157
Si, 1.9336, 2.7345, 30.0185, 0.0553, 0.0603, 0.0372
Si, 5.8008, 2.7345, 30.0185, 0.0339, 0.0685, 0.0027
Si, 9.6679, 2.7345, 30.0185, 0.0765, 0.0597, 0.161
Si, 0, 4.1018, 30.0185, 0.0957, -0.1726, -0.3186
Si, 3.8672, 4.1018, 30.0185, 0.0662, -0.1958, 0.1274
Si, 7.7343, 4.1018, 30.0185, -0.0176, -0.132, -0.2138
Si, 1.9336, 8.2035, 30.0185, 0.1086, -0.0323, -0.0296
Si, 5.8008, 8.2035, 30.0185, -0.0292, -0.066, -0.0558
Si, 9.6679, 8.2035, 30.0185, 0.0376, -0.096, 0.1664
Si, 0, 9.5708, 30.0185, 0.0274, -0.0066, 0.0655
Si, 3.8672, 9.5708, 30.0185, 0.065, 0.0304, 0.035
Si, 7.7343, 9.5708, 30.0185, 0.0735, 0.0289, 0.0298
Si, 0, 0, 31.9521, -0.0128, 0.099, 0.1134
Si, 3.8672, 0, 31.9521, -0.015, -0.0121, 0.025
Si, 7.7343, 0, 31.9521, 0.0045, -0.0305, 0.0556
Si, 1.9336, 1.3673, 31.9521, 0.0143, -0.0587, -0.0299
Si, 5.8008, 1.3673, 31.9521, -0.0023, -0.0465, -0.0842
Si, 9.6679, 1.3673, 31.9521, -0.012, -0.0606, -0.0071
Si, 0, 5.469, 31.9521, 0.0128, 0.2036, -0.0196
Si, 3.8672, 5.469, 31.9521, -0.0007, 0.0654, -0.048
Si, 7.7343, 5.469, 31.9521, 0.0093, 0.0404, -0.0833
Si, 1.9336, 6.8362, 31.9521, -0.0047, -0.023, 0.0411
Si, 5.8008, 6.8362, 31.9521, 0.0055, 0.0813, -0.0494
Si, 9.6679, 6.8362, 31.9521, 0.0058, -0.0643, 0.1108
Si, 1.9336, 2.7345, 0.9679, -0.121, -0.0068, -0.0103
Si, 5.8008, 2.7345, 0.9679, -0.0331, 0.0371, 0.045
Si, 9.6679, 2.7345, 0.9679, 0.0744, 0.0263, 0.0475
Si, 0, 4.1018, 0.9679, -0.1341, 0.03, 0.2737
Si, 3.8672, 4.1018, 0.9679, -0.147, 0.0257, 0.1579
Si, 7.7343, 4.1018, 0.9679, 0.0755, 0.0288, -0.1997
Si, 1.9336, 8.2035, 0.9679, -0.1337, 0.0221, -0.0488
Si, 5.8008, 8.2035, 0.9679, -0.0327, 0.108, -0.3755
Si, 9.6679, 8.2035, 0.9679, -0.0562, 0.0439, 0.3658
Si, 0, 9.5708, 0.9679, 0.001, -0.0384, 0.3591
Si, 3.8672, 9.5708, 0.9679, -0.1447, -0.0838, -0.1477
Si, 7.7343, 9.5708, 0.9679, 0.0367, -0.0142, -0.0995
Si, -0.0531, -0.0317, 2.983, -0.0055, 0.003, 0.0065
Si, 3.7874, 0.0124, 2.867, -0.0034, 0.0063, 0.0079
Si, 7.7236, 0.0207, 2.8763, 0.0056, 0.0041, 0.0094
Si, 1.8519, 1.3814, 2.9114, -0.0043, -0.0085, 0.0113
Si, 5.7367, 1.3275, 2.8721, 0.0056, -0.0036, 0.0081
Si, 9.6571, 1.3703, 2.9083, 0.0064, -0.007, 0.0111
Si, -0.0953, 5.4837, 2.9528, -0.0001, 0.0052, 0.0057
Si, 3.771, 5.4988, 2.907, -0.0014, 0.001, 0.0085
Si, 7.6922, 5.5027, 2.8568, 0.0077, 0.0023, 0.0055
Si, 1.8247, 6.8633, 2.9157, -0.0038, 0.0014, 0.0068
Si, 5.7313, 6.8017, 2.8186, 0.0002, 0.0063, -0.0037
Si, 9.6179, 6.9014, 2.999, 0.0048, -0.0059, 0.0079
Si, 1.799, 2.8414, 4.7884, 0.0007, 0.002, -0.0038
Si, 5.6267, 2.6992, 4.77, 0.0017, -0.0019, 0.0023
Si, 9.5727, 2.7167, 4.8586, -0.0082, 0.0095, -0.0168
Si, -0.1368, 4.1824, 4.9695, -0.0064, -0.0073, -0.0081
Si, 3.7643, 4.1478, 4.8536, -0.0083, 0.0013, 0.0055
Si, 7.6039, 3.9715, 4.6331, 0.014, -0.003, 0.0073
Si, 1.805, 8.2488, 4.8383, -0.0005, 0.0025, -0.0013
Si, 5.7633, 8.2476, 4.6228, -0.0122, 0.0023, 0.009
Si, 9.619, 8.1896, 5.0803, -0.0045, 0.0125, -0.0082
Si, -0.1009, 9.6684, 5.0878, -0.0019, -0.0087, -0.0125
Si, 3.7831, 9.5484, 4.754, 0.0084, 0.0002, -0.0012
Si, 7.6848, 9.5806, 4.7869, 0.0082, -0.0005, -0.0077
Si, -0.1854, 0.3152, 7.0444, 0.0017, -0.0018, 0.0066
Si, 3.649, 0.0364, 6.6108, 0.0126, -0.0043, -0.0113
Si, 7.3505, 0.0801, 6.6252, -0.014, -0.0022, 0.0056
Si, 1.8344, 1.5328, 6.7194, 0.0138, 0.0087, -0.0025
As, 5.5317, 1.5925, 6.8959, -0.001, -0.0005, -0.0024
Si, 9.317, 1.4247, 6.8573, -0.0041, 0.0089, 0.0055
Si, 0.1003, 5.4615, 7.0518, 0.0228, -0.0036, 0.0125
Si, 3.8647, 5.7018, 6.6508, 0.0029, -0.0122, -0.0128
Si, 7.6201, 5.3121, 6.4875, -0.0206, -0.0173, -0.0055
As, 1.8927, 7.0787, 6.9072, -0.0162, 0.0017, 0.0063
As, 5.8684, 7.0009, 6.5932, 0.0084, 0.0013, -0.0045
Si, 9.4706, 6.6435, 7.0323, -0.004, 0.0155, -0.0046
O, 12.2423, 4.5624, 8.3739, -0.0181, 0.0131, -0.0184
O, 6.9351, 9.992, 7.8721, 0.0026, 0.0077, 0.002
O, 8.7001, 7.2385, 8.4275, 0.0054, 0.0001, -0.0074
O, 3.3149, 9.9855, 7.9094, -0.0062, 0.0015, 0.0045
O, 9.1333, 2.3714, 8.2341, 0.0088, -0.0086, -0.0069
O, 7.4483, 4.3394, 7.8386, 0.0015, 0.0014, 0.0052
O, 4.0471, 5.1965, 8.2456, -0.0049, 0, -0.0061
O, -0.1183, 10.8135, 8.6821, 0.002, -0.0008, -0.0099
O, 2.2263, 2.4539, 8.0737, -0.0034, -0.0007, 0.0021
O, 3.9859, 9.9527, 22.9263, 0.0027, -0.0002, -0.0101
O, 5.8643, 8.0393, 22.8721, 0.0108, -0.0083, 0.0015
O, 5.7273, 10.0102, 20.9519, -0.005, -0.0021, -0.0038
O, 4.2466, 4.4447, 22.9841, 0.0025, -0.0002, -0.0047
O, 9.7929, 7.7862, 23.0829, -0.0005, -0.0176, -0.007
O, 0.2545, 5.4506, 22.3471, 0.0018, -0.0004, 0.0287
O, 8.0933, 4.8997, 22.5165, -0.0038, 0.0034, 0.0058
O, 11.1876, 10.0794, 23.0568, 0.0039, 0.0017, -0.0104
O, 9.7432, 2.0875, 23.022, 0.0007, -0.0012, -0.008
Si, -0.6369, 18.3758, 12.5528, 0.0015, 0.0013, 0.0049
Si, -0.086, 5.6281, 20.7297, 0.0073, 0.0046, -0.0051
Si, 8.4323, 0.4862, 11.3, 0.0019, -0.0027, -0.0043
Si, 5.8537, -1.9609, 16.9014, -0.0008, 0.0063, -0.004
Si, 8.3863, 3.6249, 8.9641, -0.0105, 0.0053, 0.0038
Si, -10.1806, 7.0491, 18.431, -0.0083, 0.0012, -0.003
Si, -3.6421, 10.8077, 15.9216, 0, 0.0031, 0.0017
Si, -0.2001, 0.7706, 10.0713, 0.0012, 0.0068, 0.0056
Si, -5.0168, 10.0393, 9.4655, -0.0014, 0.002, 0.0004
Si, 12.8588, 2.892, 20.5189, -0.0005, -0.0055, 0.0089
Si, -6.1229, 0.7744, 17.0173, -0.002, -0.0026, -0.0061
Si, -3.8489, 3.263, 11.8958, -0.009, 0.0051, -0.0082
Si, 9.8152, 9.3077, 22.573, 0.005, 0.0039, 0.0045
Si, 1.4458, 9.6274, 11.5581, 0.0057, -0.0012, -0.0014
Si, 5.6843, 7.6589, 14.301, -0.0025, 0.0002, -0.0045
Si, 4.9058, 9.016, 21.9606, 0.0012, 0.0042, -0.0101
Si, 8.6896, 4.72, 20.9953, -0.0013, -0.0036, 0.0045
Si, 14.6337, 4.6887, 11.5845, 0.0014, 0.0024, -0.0035
Si, 4.8594, 3.7166, 16.6945, 0, -0.0001, -0.0039
Si, 10.1107, 2.0084, 21.4456, 0.0057, -0.004, 0
Si, 4.6072, 6.2295, 9.406, 0.0033, 0.0067, 0.0034
Si, 1.3717, 14.2517, 9.1807, 0.0025, -0.0101, 0.01
Si, 1.5316, -4.9322, 13.855, 0.0096, 0.0013, 0.0028
Si, 3.7162, 9.2981, 9.3247, -0.0012, -0.0063, 0.0042
Si, -6.2744, 15.4541, 13.6264, -0.0013, 0.0035, 0.0015
Si, 8.3973, 9.1334, 13.3871, 0.002, -0.0005, -0.0009
Si, 7.5674, 18.0815, 9.6336, -0.0046, 0.0001, 0.0119
Si, 3.9041, 6.8096, 20.0458, 0.0006, -0.0003, 0.0021
Si, 1.3983, 9.7793, 16.7216, 0.0038, 0.0002, -0.0014
Si, 9.4264, 5.3777, 11.034, 0.0005, 0.0011, -0.0048
Si, -5.3327, 10.0904, 19.4187, -0.0012, -0.0012, 0.0054
Si, 3.7791, 4.2187, 21.4405, -0.0011, -0.0043, -0.0009
Si, 1.9199, 4.5632, 16.5723, -0.0014, -0.0037, -0.0024
Si, 5.9425, 4.7233, 19.4397, -0.0018, -0.0036, -0.0042
Si, 1.3104, 1.7029, 17.7664, 0.0065, -0.0026, -0.0054
Si, -2.2055, 10.2409, 19.9124, -0.0006, -0.0007, 0.0065
Si, 10.5705, -10.8296, 17.3154, 0.0026, 0.0045, -0.0072
Si, 2.9423, -2.1745, 14.1196, 0.0041, -0.0049, 0.0002
O, -7.0496, 2.1034, 16.8776, -0.001, 0.0024, -0.003
O, 7.4875, 15.7506, 19.9085, -0.0003, -0.0006, -0.0083
O, -0.8784, 6.2277, 11.4737, 0.0011, -0.0004, 0.0001
O, 9.5205, 0.7362, 20.6546, 0.0039, 0.003, -0.0076
O, 1.7839, 5.373, 12.3737, -0.001, 0.0041, 0.0015
O, 4.123, 7.748, 9.1017, -0.0005, 0.0018, -0.0015
O, 7.1074, 8.6272, 10.053, 0.0044, -0.0022, -0.0023
O, 12.1332, 4.2728, 20.0372, 0, -0.0008, -0.0042
O, 9.5509, 4.6455, 9.5572, 0.0065, 0.0034, -0.003
O, -1.7179, 5.7799, 20.6224, -0.0028, 0.0009, -0.0071
O, 5.035, 3.7866, 20.4659, 0.002, 0.0015, -0.0103
O, -8.4473, 5.6241, 20.8914, -0.0015, -0.0038, -0.006
O, 5.6081, 7.6625, 15.9653, 0.0006, -0.001, -0.0047
O, -0.3013, 12.4128, 17.8064, -0.008, 0.0013, -0.001
O, 7.4498, 3.2589, 10.2655, 0.0029, 0.0013, -0.0002
O, 6.2333, 6.212, 9.4321, 0.0052, -0.0003, 0.0012
O, -4.8336, 11.9333, 16.003, -0.0014, 0.0031, -0.002
O, 3.98, 4.0529, 12.7838, -0.0018, 0.0002, -0.0057
O, -3.7302, -0.9273, 19.4687, 0.0021, 0.0057, -0.0073
O, 8.2309, 6.4811, 10.9623, 0.0026, 0.0004, 0.0032
O, 2.6312, 7.1656, 14.1268, -0.0071, -0.0018, -0.003
O, -0.1119, 10.2247, 16.2305, -0.0005, 0.0014, -0.0031
O, 5.002, 10.1608, 9.8554, 0.0061, 0.0021, -0.0002
O, 13.9629, 3.738, 10.4254, 0.0043, -0.0025, 0.0006
O, -10.42, 5.7392, 17.4522, -0.0006, 0.003, -0.0016
O, 1.4885, 3.0032, 16.7926, 0.0017, 0.0027, -0.003
O, 0.5489, 6.8575, 19.8235, -0.0012, -0.0017, -0.0063
O, 3.9917, 5.775, 10.8366, -0.0036, -0.0035, 0.0047
O, 4.5564, 8.7668, 13.8538, -0.0034, -0.0007, 0.0002
O, 12.3835, 11.0705, 11.2114, -0.0019, -0.0031, -0.0004
O, -9.9845, 4.8636, 14.9981, -0.0009, 0.0105, -0.0104
O, 4.8696, -0.6794, 16.5146, 0, 0.0016, -0.003
O, -6.2223, -6.9944, 15.1604, 0.0003, 0, -0.0035
O, 2.3967, -1.574, 15.5231, -0.0033, -0.0002, -0.0027
O, 5.708, 8.8059, 18.5269, 0.0014, 0.0024, 0.003
O, 9.8615, 9.112, 20.9676, -0.0007, 0.0042, -0.0144
O, -1.2573, 10.0903, 18.6101, -0.0021, -0.0039, -0.001
O, 5.8929, 15.1105, 17.89, 0.0039, 0.0017, 0.0034
O, 1.8589, 2.0882, 19.2421, -0.0001, 0.002, -0.0015
O, 2.5703, 3.1352, 21.4566, 0.0016, 0.0044, -0.0105
O, -3.0487, -0.622, 14.4988, -0.0006, -0.0037, -0.0085
O, 1.1366, 8.4879, 17.7024, -0.0012, 0.0013, -0.006
O, 7.4082, -1.4895, 16.6481, -0.0008, 0.0023, -0.0043
O, 6.5594, 3.8675, 12.7936, 0.0049, -0.0014, -0.0031
O, 9.0729, 4.2147, 12.1311, 0.0025, 0.0002, 0.0026
O, 5.8542, 0.5386, 18.6163, -0.0006, -0.0004, -0.0038
O, 9.3688, 3.2689, 20.7742, -0.0033, 0.0046, -0.0079
O, -2.4293, 0.5884, 16.6966, 0.0004, -0.0024, -0.0031
O, 0.2765, 19.4418, 11.7222, -0.0015, 0.0022, -0.0002
O, 5.3546, 6.2456, 19.566, 0.0027, -0.0006, -0.0063
O, 0.2225, 2.3254, 9.8038, -0.0005, 0.0005, -0.0042
O, 3.5166, 4.6116, 16.9101, 0.0002, 0.002, -0.0026
O, 7.3405, 0.3905, 10.0928, -0.0014, -0.0053, -0.0028
O, 13.8636, -1.2602, 12.9609, -0.0059, -0.0026, -0.0042
O, 3.0134, -3.7878, 18.7494, 0.0038, 0.0008, -0.0102
O, 8.3363, 9.9858, 12.0188, 0.0048, 0.0039, 0.001
O, -3.5574, 12.6505, 12.3132, 0.0025, -0.0035, -0.0017
O, 8.4263, -0.8733, 23.0451, -0.0119, 0.002, -0.0088
O, 3.9568, 8.0998, 21.0208, 0.0033, 0.0077, -0.0045
O, 2.0018, 0.2479, 17.3774, 0.0012, 0.0007, -0.0032
O, 9.9, 11.6944, 10.6772, -0.0007, -0.001, 0.0017
O, -1.9372, 8.1332, 13.2268, -0.0012, 0.0027, -0.003
O, 2.4727, 9.2802, 10.3533, -0.001, 0.0001, 0.001
O, -16.1044, -2.725, 13.7203, 0.0044, 0.0027, -0.0029
O, 0.141, 2.014, 21.3125, -0.0086, 0.0047, -0.0111
O, 5.4506, 6.1512, 13.7305, 0.0005, -0.0014, -0.0015
O, 0.0884, 6.7506, 13.842, 0, 0.0037, -0.0076

Results
free energy: -166476.154 eV
free energy less fixed offsets of As -4856.12, O -568.88, Si -635.61 eV per atom: 0.766 eV

The program warned: the cutoff lies below the one the program advises for these potential files; the forces do not sum to zero within the program's tolerance; the exchange-correlation potential is rough where the density is thin.
